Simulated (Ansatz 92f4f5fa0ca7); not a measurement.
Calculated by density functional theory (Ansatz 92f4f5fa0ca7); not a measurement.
Periodic cell of 224 atoms, Si133O89H1N1, from a study of silicon, its oxide and their interface. The atomic structure is a simulated model.
Doubt: the cutoff is low for norm-conserving oxygen, so forces and energies are approximate.
Doubt: the program's own warning below bears on the result.

Settings
functional: HSE06
potential files: SPMS norm-conserving
basis: plane waves
wave-function cutoff: 800 eV
density cutoff ratio: 4
exchange-correlation grid ratio: 1
k mesh: 1 x 1 x 1, Gamma-centred
occupations: fixed
spin: none
net charge: 0

Cell vectors (angstrom)
a  10.938  0  0
b  0  10.938  0
c  0  0  32.3234

Atoms: element, x, y, z (angstrom)
Si  0.1783  -0.1649  24.9168
Si  5.369  0.1418  24.7945
Si  3.0962  2.3749  24.8143
Si  8.0347  3.0308  24.8548
Si  -0.2367  5.8088  24.7058
Si  5.7951  5.2374  25.0485
Si  2.4406  8.5564  24.8483
Si  8.4983  8.0905  24.8986
Si  1.4248  1.3825  26.1687
Si  6.9023  1.3657  26.1236
Si  4.1315  4.041  26.1701
Si  9.6415  4.1759  26.1173
Si  1.3784  6.8591  26.1017
Si  6.9329  6.8803  26.2381
Si  4.1322  9.5766  26.145
Si  9.6274  9.5872  26.2769
Si  2.7562  -0.0109  27.55
Si  8.207  0.0067  27.5484
Si  0.0204  2.7519  27.5026
Si  5.499  2.6896  27.5464
Si  2.7369  5.4549  27.4884
Si  8.2598  5.4673  27.5674
Si  0.0358  8.1689  27.573
Si  5.4711  8.1991  27.5334
Si  4.1018  1.3673  28.9051
Si  9.5708  1.3673  28.9051
Si  1.3673  4.1018  28.9051
Si  6.8362  4.1018  28.9051
Si  4.1018  6.8362  28.9051
Si  9.5708  6.8362  28.9051
Si  1.3673  9.5708  28.9051
Si  6.8362  9.5708  28.9051
Si  0  0  30.2724
Si  5.469  0  30.2724
Si  2.7345  2.7345  30.2724
Si  8.2035  2.7345  30.2724
Si  0  5.469  30.2724
Si  5.469  5.469  30.2724
Si  2.7345  8.2035  30.2724
Si  8.2035  8.2035  30.2724
Si  1.3673  1.3673  31.6396
Si  6.8362  1.3673  31.6396
Si  4.1018  4.1018  31.6396
Si  9.5708  4.1018  31.6396
Si  1.3673  6.8362  31.6396
Si  6.8362  6.8362  31.6396
Si  4.1018  9.5708  31.6396
Si  9.5708  9.5708  31.6396
Si  2.7345  0  0.6835
Si  8.2035  0  0.6835
Si  0  2.7345  0.6835
Si  5.469  2.7345  0.6835
Si  2.7345  5.469  0.6835
Si  8.2035  5.469  0.6835
Si  0  8.2035  0.6835
Si  5.469  8.2035  0.6835
Si  4.1018  1.3673  2.0507
Si  9.5708  1.3673  2.0507
Si  1.3673  4.1018  2.0507
Si  6.8362  4.1018  2.0507
Si  4.1018  6.8362  2.0507
Si  9.5708  6.8362  2.0507
Si  1.3673  9.5708  2.0507
Si  6.8362  9.5708  2.0507
Si  0  0  3.418
Si  5.469  0  3.418
Si  2.7345  2.7345  3.418
Si  8.2035  2.7345  3.418
Si  0  5.469  3.418
Si  5.469  5.469  3.418
Si  2.7345  8.2035  3.418
Si  8.2035  8.2035  3.418
Si  1.3049  1.385  4.7038
Si  6.8145  1.3665  4.7966
Si  4.084  4.0978  4.8162
Si  9.5075  4.1541  4.7611
Si  1.3447  6.8595  4.8426
Si  6.763  6.9228  4.7784
Si  4.0999  9.585  4.8026
Si  9.673  9.4722  4.7708
Si  2.6933  0.0594  6.046
Si  8.1958  -0.1389  5.9726
Si  -0.1716  2.6511  6.035
Si  5.4621  2.7254  6.2342
Si  2.6518  5.4512  6.1978
Si  8.1606  5.5786  6.0918
Si  0.0576  8.1932  6.37
Si  5.411  8.2564  6.2763
Si  3.7377  1.6143  7.4416
Si  9.621  1.033  7.3688
Si  1.4023  3.7471  7.3052
Si  6.5625  4.4701  7.3887
Si  4.2178  6.6458  7.5399
Si  9.2943  7.0012  7.612
Si  1.2107  9.9862  7.5477
Si  7.1486  9.3621  7.4917
O  9.5358  6.9255  24.3715
O  4.239  1.2664  24.3815
O  8.1752  8.1692  8.0794
O  2.6446  2.7919  7.8048
O  6.8639  4.1261  24.4284
O  1.2942  9.6673  24.4103
O  3.6737  7.2488  8.9977
O  -0.048  0.089  7.7954
O  5.3965  5.5396  7.8736
O  6.7795  10.3943  8.7538
O  9.6719  6.0005  8.8995
N  1.9147  9.9151  9.1692
O  3.9457  0.8797  8.9216
O  0.4222  3.9446  8.6203
O  8.8148  1.2714  8.8074
O  0.1905  10.2583  11.3403
O  8.0779  8.9235  23.5388
O  8.7178  2.5016  23.4511
O  5.0723  6.111  23.8605
O  2.5133  2.8162  23.3584
O  10.3585  0.4058  23.567
O  0.2699  5.3513  23.2009
O  2.9962  8.0444  23.3994
O  5.9516  10.4697  23.3649
Si  9.8356  1.6395  22.6345
Si  2.8677  7.6983  21.8204
Si  4.7526  10.0689  15.4236
Si  9.7219  -0.0182  17.6035
Si  4.2536  0.291  12.6948
Si  4.6095  5.1605  11.6068
Si  7.5551  0.6203  9.6306
Si  1.743  2.8589  21.9368
Si  6.053  2.6171  19.2081
Si  6.0495  7.6373  18.3796
Si  6.7073  3.4673  10.2069
Si  3.2359  12.5939  19.4771
Si  2.5595  6.8298  10.1339
Si  5.3786  15.0622  14.3222
Si  10.8363  -2.8497  17.5534
Si  13.346  -1.7629  16.9181
Si  8.0051  11.3755  20.3319
Si  2.8643  11.1636  9.9511
Si  6.6503  7.2379  12.7062
Si  9.7227  6.0338  19.4777
Si  -4.0622  -1.5485  22.542
Si  6.0031  6.5597  15.6316
Si  12.3844  12.1552  16.834
Si  7.2129  10.3484  12.3372
Si  10.9837  5.2371  9.5245
Si  5.3775  6.5514  22.3344
Si  6.9032  5.4389  20.221
Si  1.935  2.0046  13.8202
Si  5.737  1.7817  16.1631
Si  0.886  9.1518  10.3479
Si  0.5943  0.8692  11.6629
Si  -2.8579  4.6312  12.7964
Si  0.8187  5.5339  21.6635
Si  3.8623  -1.4012  19.5562
Si  19.437  6.6849  17.1193
Si  7.657  10.735  15.2215
Si  -0.1405  3.5846  12.251
O  10.6575  7.2904  18.9826
O  1.7804  1.3001  10.5963
O  18.4793  6.0866  15.9689
O  1.7833  13.0204  15.4604
O  8.8735  10.5121  16.2626
O  0.166  2.5487  22.1968
O  1.8971  8.0412  11.0346
O  -5.7072  4.0886  10.5399
O  6.712  1.3883  20.0516
O  12.2533  -2.9622  16.7432
O  5.3949  7.3137  16.9275
O  -0.496  13.0384  11.5967
O  6.0369  7.3697  14.2168
O  1.0465  11.6965  13.239
O  7.1184  12.2549  15.4345
O  5.5677  6.4814  11.7434
O  4.1416  10.1593  13.916
O  9.1395  1.1155  21.2716
O  -0.3149  9.6319  17.9934
O  5.8717  6.3296  19.3238
O  6.1494  2.4081  17.593
O  -0.2811  5.1982  20.4994
O  7.6604  7.7868  18.0548
O  7.2879  4.0112  8.7899
O  16.8274  0.3924  12.4787
O  1.9443  4.3876  21.4109
O  9.1236  5.4554  18.0406
O  1.3127  6.2322  9.2886
O  -2.7891  -0.4106  13.6753
O  9.7384  7.5198  16.4822
O  6.5666  1.8472  10.0575
O  7.9975  6.2811  12.7037
O  -4.0196  3.9383  19.6061
O  10.7774  1.2145  17.2656
O  3.988  11.1491  19.5698
O  5.3174  8.9149  19.0861
O  8.0515  -0.1133  11.016
O  15.3901  2.7568  19.5375
O  6.895  -2.1922  12.1446
O  5.0585  5.274  15.4218
O  -0.4218  8.4389  9.6637
O  3.6588  -0.318  11.2925
O  6.3401  5.39  21.739
O  1.2504  3.3704  13.1407
O  7.4551  -0.8887  21.1515
O  3.9779  6.5511  21.5094
O  15.941  2.7871  15.1343
O  6.9528  4.1244  13.8694
O  13.6593  9.1046  18.5031
O  3.4506  12.5941  13.1987
O  6.0228  8.0482  22.1857
O  4.6805  -10.4089  16.2966
O  3.2767  9.0374  20.99
O  7.7597  3.9265  11.3573
O  17.3067  -1.2155  15.4755
O  2.3328  1.7806  18.1041
O  3.1562  5.683  11.1192
O  4.4283  4.3825  13.0292
O  -0.0498  4.7357  11.0772
O  12.7665  -0.3179  16.4591
O  8.3439  6.2075  20.345
O  1.4108  7.0505  21.4646
O  8.7056  11.1596  18.862
O  25.643  -1.9801  16.0683
O  2.3032  1.8371  20.8013
O  -1.3649  4.1145  13.2183
H  -1.2671  8.8445  9.9289

Results
free energy: -55231.664 eV
free energy less fixed offsets of H -15.86, N -279.42, O -447.96, Si -113.29 eV per atom: -0.374 eV
gap between the highest filled and lowest empty level on this k mesh: 1.216 eV

The program warned: the cutoff lies below the one the program advises for these potential files; the model core charge is not resolved on the grid; the forces do not sum to zero within the program's tolerance; the potential files have known limits; the exchange-correlation potential is rough where the density is thin.
